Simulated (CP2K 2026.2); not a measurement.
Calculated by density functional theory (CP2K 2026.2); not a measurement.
Periodic cell of 1152 atoms, Si864O288, from a study of silicon, its oxide and their interface. The atomic structure is a simulated model.
Doubt: the forces sum to 1.97 eV/angstrom along one axis rather than to zero, so they err by at least 0.0017 eV/angstrom per atom on average; the grid cutoff is modest.

Settings
functional: PBE
method: Gaussian and plane waves
basis set: DZVP-MOLOPT-SR-GTH
pseudopotentials: GTH-PBE
grid cutoff: 350 Ry, relative cutoff 50 Ry
k points: Gamma only
occupations: fixed
spin: none
net charge: 0

Cell vectors (angstrom)
a 32.64 0 0
b 0 16.32 0
c -4.9354 5.6041 38.8659

Atoms: element, x, y, z (angstrom)
Si 1.7929 14.6111 0.1442
Si 4.5226 1.0681 0.0373
Si -3.7789 9.3236 38.7094
Si 4.0845 6.73 0.267
Si -2.9779 14.5901 38.7136
Si 4.0336 12.4154 0.1181
Si 6.7102 15.1143 0.2385
Si 4.6162 7.0173 38.8241
Si 1.4439 10.2441 38.7059
Si 9.3456 7.0681 0.0589
Si 7.0223 9.1119 0.1933
Si 9.918 11.9928 0.1685
Si 12.6167 14.679 0.0786
Si 14.7724 1.6707 0.0378
Si 12.5177 3.853 0.0586
Si 15.19 6.6439 0.1221
Si 12.0824 9.7388 0.0854
Si 14.9196 12.5794 0.262
Si 17.7258 14.7206 0.3256
Si 20.6114 1.1125 0.0175
Si 17.3627 4.4078 0.1403
Si 20.2312 7.1778 0.1791
Si 18.0328 9.3676 0.178
Si 19.9495 12.5486 0.131
Si 22.7735 15.1305 0.0503
Si 25.5527 1.7555 0.1199
Si 23.2796 3.9189 0.1761
Si 25.5069 7.0508 0.1267
Si 18.3499 14.8692 38.6828
Si 25.9818 12.3387 0.087
Si 28.5526 14.6641 0.1925
Si 30.8205 1.3479 0.0318
Si 23.818 9.3335 38.7778
Si 26.3193 12.3663 38.7516
Si 28.079 9.9994 0.0024
Si 25.985 18.0956 38.8241
Si 2.8605 16.2875 1.3646
Si 5.5067 2.8274 1.2118
Si 2.5653 5.2355 1.2256
Si 5.4937 8.0442 1.5958
Si 2.831 10.7284 1.2463
Si 5.5095 13.5718 1.5042
Si 8.2962 16.3414 1.3974
Si 10.9461 2.6861 1.358
Si 8.1075 5.4819 1.2833
Si 10.9105 8.1879 1.3994
Si 8.2071 10.8311 1.3461
Si 11.0242 13.59 1.4464
Si 13.6618 16.3565 1.359
Si 16.2828 2.7991 1.4383
Si 13.615 5.456 1.3879
Si 16.3759 8.2084 1.398
Si 13.6859 10.9014 1.3737
Si 16.3184 13.6221 1.7623
Si 19.0002 16.3702 1.3831
Si 21.6965 2.7066 1.3808
Si 19.0439 5.5103 1.3641
Si 21.794 8.3105 1.4335
Si 19.0414 10.936 1.5564
Si 21.6192 13.6316 1.4055
Si 24.4496 16.3078 1.2607
Si 27.1721 2.7914 1.419
Si 24.4072 5.5016 1.4761
Si 27.0972 8.2815 1.3126
Si 24.3489 10.9752 1.1417
Si 27.136 13.5817 1.6368
Si 29.6932 16.2777 1.4543
Si 32.4447 2.5517 1.3121
Si 29.8944 5.3643 1.2223
Si 0.21 7.9826 1.1555
Si 29.874 10.8579 1.28
Si 0.019 13.5178 1.2405
Si 1.3428 1.2879 2.6233
Si 4.0258 3.9905 2.6293
Si 1.3795 6.6647 2.6783
Si 4.1351 9.51 2.7751
Si 1.3597 12.0944 2.5926
Si 4.1399 14.9542 2.8096
Si 6.8767 1.4532 2.6485
Si 9.5096 4.085 2.6231
Si 6.8628 6.7029 2.8666
Si 9.5495 9.5202 2.7837
Si 6.8803 12.1766 2.7551
Si 9.6099 14.9495 2.7484
Si 12.263 1.3329 2.754
Si 14.9388 4.128 2.8166
Si 12.2469 6.8024 2.7297
Si 14.9898 9.5299 2.7537
Si 12.3443 12.2286 2.8163
Si 14.9506 15.089 2.8924
Si 17.6731 1.4261 2.747
Si 20.3627 4.1072 2.7186
Si 17.7091 6.8433 2.7856
Si 20.4691 9.6246 2.8499
Si 17.6637 12.1895 2.968
Si 20.3256 15.0077 2.7997
Si 23.0991 1.3408 2.7105
Si 25.8469 4.1742 2.7742
Si 23.0496 6.8575 2.7971
Si 25.7216 9.6332 2.6552
Si 23.0464 12.2538 2.6638
Si 25.7492 15.032 2.7765
Si 28.4261 1.3636 2.8056
Si 31.2131 4.0335 2.6751
Si 28.5269 6.8165 2.5657
Si 31.3528 9.4185 2.4845
Si 28.5975 12.1828 2.8042
Si 31.2799 14.9265 2.6326
Si -0.0048 16.2694 4.0178
Si 2.6895 2.6521 4.0176
Si -0.0339 5.38 4.0395
Si 2.73 8.0881 4.0352
Si -0.0147 10.7851 3.9713
Si 2.7014 13.5221 4.0122
Si 5.5147 16.3752 4.0593
Si 8.1992 2.7495 4.0692
Si 5.3937 5.3411 4.0718
Si 8.2043 8.1382 4.1489
Si 5.4837 10.8665 4.1244
Si 8.2178 13.5862 4.0855
Si 10.9172 16.3094 4.1358
Si 13.5897 2.7265 4.1288
Si 10.861 5.4344 4.0455
Si 13.6126 8.1601 4.094
Si 10.9202 10.8839 4.1353
Si 13.6217 13.6404 4.189
Si 16.3493 16.4164 4.1833
Si 19.0278 2.7673 4.1137
Si 16.3337 5.4821 4.1437
Si 19.0718 8.2018 4.1381
Si 16.2853 10.8307 4.2293
Si 19.0315 13.6311 4.205
Si 21.7452 16.3379 4.1233
Si 24.4695 2.7372 4.065
Si 21.711 5.4567 4.1123
Si 24.4551 8.2285 4.0869
Si 21.799 10.9615 4.1827
Si 24.4092 13.6075 4.0656
Si 27.1104 16.3361 4.1656
Si 29.8719 2.7099 4.0811
Si 27.2224 5.5218 4.0719
Si 29.9481 8.1287 3.9242
Si 27.1536 10.8645 4.0859
Si 29.9598 13.5906 4.0726
Si 1.3998 14.9787 21.7488
Si 4.078 17.6445 21.8023
Si 1.344 4.0215 21.778
Si 4.0715 6.7754 21.7821
Si 1.3808 9.5186 21.7652
Si 4.0925 12.2462 21.734
Si 6.8068 14.937 21.7813
Si 9.5139 17.6572 21.7052
Si 6.7585 4.0485 21.7584
Si 9.5091 6.7691 21.7421
Si 6.8323 9.5008 21.7312
Si 9.5094 12.2433 21.7656
Si 12.2546 14.9516 21.7379
Si 14.9614 17.6596 21.7464
Si 12.2283 4.0495 21.7073
Si 14.9619 6.7898 21.7106
Si 12.2247 9.5119 21.7117
Si 14.9899 12.2464 21.7443
Si 17.7279 14.9617 21.7932
Si 20.3908 17.6733 21.747
Si 17.6762 4.0663 21.7261
Si 20.3618 6.833 21.7167
Si 17.6883 9.5462 21.7639
Si 20.4144 12.2748 21.8211
Si 23.1163 14.963 21.7843
Si 25.8495 17.705 21.7399
Si 23.1062 4.0945 21.7023
Si 25.8371 6.8795 21.7059
Si 23.1005 9.5945 21.8056
Si 25.8017 12.2536 21.7899
Si 28.5806 14.9576 21.7762
Si -1.3202 17.6829 21.7673
Si 28.5944 4.1076 21.6978
Si -1.387 6.7908 21.739
Si 28.5219 9.4991 21.7448
Si -1.3564 12.2814 21.767
Si 2.7166 16.3018 23.186
Si 5.4431 18.9936 23.1682
Si 2.7213 5.3577 23.118
Si 5.4861 8.1465 23.086
Si 2.7291 10.9254 23.1072
Si 5.4638 13.5456 23.1328
Si 8.168 16.3383 23.1037
Si 10.9006 18.9687 23.0544
Si 8.1312 5.4017 23.0851
Si 10.8586 8.1637 23.0792
Si 8.1674 10.8546 23.1249
Si 10.8651 13.6374 23.0983
Si 13.6267 16.2803 23.1169
Si 16.3135 19.0335 23.0865
Si 13.5677 5.4383 23.0354
Si 16.3439 8.1253 23.069
Si 13.6144 10.8569 23.0384
Si 16.3576 13.5935 23.1312
Si 19.0981 16.3118 23.1766
Si 21.7225 19.0781 23.063
Si 19.0461 5.4246 23.0665
Si 21.6576 8.2381 23.0777
Si 19.014 10.9312 23.1607
Si 21.7858 13.6204 23.2154
Si 24.4731 16.3599 23.0953
Si 27.2523 19.0802 23.0389
Si 24.4764 5.4942 22.9857
Si 27.1447 8.1949 23.165
Si 24.425 10.9714 23.234
Si 27.1937 13.5965 23.117
Si -2.6421 16.2908 23.1122
Si -0.0269 19.04 23.2074
Si -2.7427 5.4463 23.1241
Si 0.0021 8.1228 23.0677
Si -2.7724 10.9006 23.0401
Si 0.062 13.6346 23.1109
Si 1.3413 17.6669 24.5792
Si 4.0722 4.0104 24.5325
Si 1.2913 6.6745 24.4214
Si 4.1611 9.5839 24.3805
Si 1.3848 12.289 24.5117
Si 4.1051 14.8871 24.4959
Si 6.8301 17.6411 24.5334
Si 9.4946 3.9699 24.3621
Si 6.8048 6.7687 24.4848
Si 9.5154 9.4919 24.4916
Si 6.8357 12.2003 24.522
Si 9.5474 15.0503 24.4858
Si 12.2402 17.6167 24.4593
Si 14.8932 4.0696 24.3876
Si 12.2251 6.8027 24.3959
Si 14.9732 9.4847 24.388
Si 12.2488 12.227 24.357
Si 15.0188 14.9438 24.4857
Si 17.6874 17.6863 24.4596
Si 20.3834 4.0917 24.4649
Si 17.6833 6.7328 24.4303
Si 20.3253 9.5708 24.5407
Si 17.6903 12.2904 24.5734
Si 20.5037 15.0068 24.6156
Si 23.1068 17.7724 24.4032
Si 25.9042 4.2013 24.3185
Si 23.0296 6.805 24.2808
Si 25.7839 9.5894 24.5513
Si 23.0674 12.3101 24.7201
Si 25.8345 14.9898 24.4377
Si 28.645 17.7178 24.3687
Si -1.4338 4.1093 24.5651
Si 28.5013 6.7721 24.4803
Si -1.3532 9.5748 24.3193
Si 28.507 12.1836 24.4796
Si -1.2613 14.9543 24.52
Si -0.0189 16.3298 26.016
Si 2.7254 19.0133 25.964
Si -0.0716 5.432 25.9763
Si 2.7681 8.111 25.4856
Si -0.0162 10.891 25.7591
Si 2.7571 13.58 25.944
Si 5.4847 16.2302 25.8487
Si 8.2576 18.9448 25.8826
Si 5.4799 5.3374 25.8529
Si 8.1787 8.1275 25.8839
Si 5.472 10.8461 25.9222
Si 8.2195 13.6451 25.7847
Si 10.9364 16.3227 25.9518
Si 13.5767 19.0121 25.7627
Si 10.8197 5.4025 25.62
Si 13.6177 8.1133 25.7557
Si 10.9309 10.8728 25.7541
Si 13.6301 13.5337 25.7263
Si 16.3488 16.3285 25.8598
Si 19.028 19.0619 25.836
Si 16.2571 5.3852 25.7414
Si 19.0142 8.0751 25.8259
Si 16.3108 10.8149 25.8078
Si 19.0464 13.6904 25.9721
Si 21.8997 16.479 25.9419
Si 24.5559 19.1578 25.5929
Si 21.8244 5.4288 25.7433
Si 24.2417 8.21 25.6508
Si 21.5782 10.933 26.0554
Si 24.4686 13.8195 25.9911
Si 27.3049 16.3544 25.6521
Si -2.8246 19.0468 25.9027
Si 27.1111 5.4712 25.9051
Si -2.7706 8.2639 25.618
Si 27.0726 10.9655 26.0014
Si -2.5874 13.4543 25.7281
Si 1.6772 15.2176 27.2542
Si 3.9563 17.3744 27.1741
Si 1.1115 20.1536 27.2927
Si 4.2186 6.9938 26.8813
Si 1.2659 9.2608 26.776
Si 4.3368 12.399 27.2814
Si 6.6326 14.6608 27.1967
Si 9.865 17.9283 27.364
Si 7.1599 4.2424 27.1314
Si 9.3359 6.4724 27.0674
Si 6.5391 9.1741 27.2222
Si 9.8674 12.5376 26.9873
Si 12.1603 14.6726 27.114
Si 15.0988 17.8499 27.1108
Si 11.9772 3.9115 26.9341
Si 15.139 6.9234 27.1056
Si 12.5095 9.7129 27.0347
Si 14.685 11.9376 27.0553
Si 18.0078 15.3852 27.2512
Si 20.276 17.6109 27.1977
Si 17.3033 20.0865 27.0436
Si 20.6441 6.9221 27.0778
Si 17.3624 9.142 27.088
Si 20.2857 12.4008 27.4973
Si 23.6641 15.6487 27.3194
Si 25.9247 17.7792 26.8516
Si 23.4886 4.3316 27.0276
Si 25.3968 6.7402 26.9745
Si 22.7443 9.2385 27.1745
Si 26.0848 12.7874 27.3203
Si 28.5443 14.7643 26.8269
Si -1.2215 17.9771 27.2884
Si 28.0596 20.0226 27.2127
Si -1.2004 7.2795 26.994
Si 28.7417 9.7208 27.0573
Si -1.5977 11.8613 27.2213
Si 5.3909 19.1689 29.1843
Si 1.5931 9.3883 29.7363
Si 2.2466 20.2543 36.1254
Si 9.1869 14.3188 36.982
Si 6.3065 14.6575 32.9046
Si 10.6364 17.3594 30.2013
Si 5.8974 17.1559 34.4214
Si 9.8346 21.2203 34.3923
Si 2.9238 4.3494 29.7905
Si 7.3652 11.8859 34.0916
Si 17.1172 15.0903 30.2737
Si 11.2197 7.83 29.2248
Si 27.7507 17.325 33.9312
Si 18.3655 5.1711 33.6895
Si 15.514 6.0673 33.4776
Si 18.5118 18.5456 33.5373
Si 21.6724 12.1428 31.29
Si 15.6033 12.5093 29.9391
Si 11.526 5.6022 36.8967
Si 22.2721 7.1266 31.3526
Si 18.298 10.8584 29.5061
Si 19.9666 14.4967 31.4403
Si 23.7774 18.3888 31.739
Si 23.1004 9.9106 30.1247
Si -1.0302 7.8071 29.8412
Si 28.025 12.5398 34.2617
Si 26.9129 8.2947 29.1139
Si 23.0043 11.6591 34.0564
Si 25.5805 18.4247 35.9027
Si -3.3343 8.3094 32.0482
Si 25.2453 9.4373 34.0689
Si 3.6054 7.0907 29.8365
Si -3.5414 20.4482 30.109
Si -0.9716 16.2671 34.7486
Si 25.7444 15.9283 32.0942
Si 3.7313 11.2447 30.2507
Si 7.8859 9.3586 32.6736
Si 11.4017 16.5025 37.0778
Si -2.5943 17.5835 30.164
Si 4.0656 13.9632 31.234
Si 22.5247 11.4121 36.9108
Si 26.5018 13.3485 30.3079
Si 5.3885 5.3122 33.8431
Si 3.323 8.9676 36.7696
Si -2.0799 7.6682 36.8086
Si 13.777 9.7284 36.3305
Si 10.6976 18.9393 32.8647
Si 0.9859 16.5198 36.9569
Si 25.2398 13.8527 34.2141
Si 10.3658 9.9191 31.2571
Si 17.6691 20.5649 30.0225
Si 17.5284 15.545 35.6242
Si 10.7151 14.4491 31.5079
Si 8.1413 18.9357 34.0769
Si 15.0071 20.4809 31.3062
Si 20.2574 5.5111 29.8193
Si 17.7113 19.8388 36.0039
Si 13.3727 16.4509 29.3424
Si 18.4024 9.5513 32.1319
Si 27.2743 6.1946 31.1756
Si 24.4345 5.1129 32.0495
Si 16.8048 11.1187 33.9614
Si 12.7573 17.3905 34.4364
Si 27.1289 10.5108 36.2984
Si 13.5245 15.2749 32.1833
Si -0.6784 5.2764 30.9315
Si -2.3828 18.9115 34.4526
Si 24.5325 13.8662 37.0957
Si 16.578 11.0092 36.9441
Si 0.1263 20.3729 34.338
Si -2.6798 11.1195 32.415
Si 3.7689 17.9213 36.3575
Si 24.18 6.5991 34.6089
Si 5.9985 8.997 30.2019
Si -3.4034 14.8172 29.7579
Si 25.8836 10.4643 31.2727
Si 1.3061 19.4989 31.8426
Si -3.4808 15.0612 35.6936
Si -1.1272 12.7839 30.2174
Si 1.1561 14.5514 30.259
Si -1.6868 9.0069 34.2566
Si -0.1679 16.8989 31.8404
Si 5.7983 10.8904 36.7217
Si 9.0532 12.3787 29.8894
Si 7.7615 6.8774 34.3478
Si 2.8546 6.6798 34.6442
Si 5.8224 19.1389 32.2984
Si 6.761 14.3507 30.0837
Si 9.9732 13.279 34.2936
Si 6.3638 5.5217 36.5877
Si 15.5034 8.9285 32.5219
Si 14.2878 6.9673 36.0987
Si 12.9741 12.1956 34.5761
Si 13.4101 10.9645 31.6569
Si 16.6884 18.0532 31.2733
Si 15.4514 13.7173 34.0356
Si 22.0126 14.2506 29.4443
Si 13.3119 5.6238 29.2568
Si 21.3754 6.5545 36.0983
Si 21.6284 19.9892 36.7283
Si 15.5255 17.8878 36.0012
Si 21.9378 19.207 29.3509
Si 26.2223 21.5033 36.3171
Si 0.1224 6.7121 33.6055
Si -3.5329 21.3349 36.1522
Si 20.2405 16.258 33.9852
Si 22.7147 17.9003 34.712
Si 20.3417 7.422 33.5515
Si 1.3492 14.9001 5.3808
Si 4.0789 1.3409 5.4085
Si 1.3512 4.0354 5.3908
Si 4.08 6.7523 5.4212
Si 1.3491 9.4593 5.3734
Si 4.0788 12.2253 5.4238
Si 6.8402 14.9717 5.4173
Si 9.5339 1.3703 5.4432
Si 6.7897 4.0407 5.4438
Si 9.5516 6.7752 5.4776
Si 6.8168 9.4914 5.4762
Si 9.5493 12.2399 5.4787
Si 12.2415 14.9662 5.5299
Si 14.9612 1.4168 5.5208
Si 12.2103 4.0877 5.4476
Si 14.9587 6.8206 5.4877
Si 12.2609 9.5091 5.4795
Si 14.9621 12.2582 5.5353
Si 17.6725 15.0049 5.527
Si 20.3963 1.3983 5.4674
Si 17.6783 4.1106 5.4942
Si 20.3918 6.818 5.4963
Si 17.692 9.5019 5.534
Si 20.4141 12.2875 5.5353
Si 23.0877 14.9601 5.4736
Si 25.7899 1.4014 5.4922
Si 23.1098 4.0973 5.4344
Si 25.8421 6.8587 5.4262
Si 23.1323 9.5565 5.4989
Si 25.8188 12.2647 5.4267
Si 28.5573 14.9516 5.4215
Si 31.2771 1.3351 5.3882
Si 28.5478 4.1107 5.4299
Si 31.2605 6.781 5.3693
Si 28.57 9.4734 5.3562
Si 31.3086 12.1855 5.3801
Si 2.7166 16.2745 6.7448
Si 5.4259 2.6899 6.7977
Si 2.7013 5.4049 6.7674
Si 5.4325 8.123 6.7944
Si 2.7091 10.8379 6.7494
Si 5.4461 13.6063 6.7656
Si 8.1755 16.3221 6.8034
Si 10.8736 2.726 6.8216
Si 8.1463 5.422 6.8
Si 10.8997 8.1462 6.8336
Si 8.1706 10.8728 6.8183
Si 10.8771 13.5998 6.8607
Si 13.6108 16.3408 6.8565
Si 16.3234 2.7631 6.8675
Si 13.5831 5.4452 6.8152
Si 16.3176 8.153 6.872
Si 13.5934 10.8812 6.8579
Si 16.3265 13.6224 6.8738
Si 19.0504 16.3627 6.8531
Si 21.7632 2.7481 6.822
Si 19.0386 5.4598 6.8547
Si 21.7665 8.1798 6.8359
Si 19.0484 10.8955 6.8588
Si 21.7652 13.6323 6.8835
Si 24.4543 16.3266 6.8254
Si 27.1913 2.7538 6.8041
Si 24.4849 5.4676 6.7769
Si 27.2268 8.1683 6.79
Si 24.4987 10.9119 6.8329
Si 27.1957 13.6038 6.7881
Si 29.9195 16.3147 6.772
Si -0.0038 2.6872 6.7617
Si 29.924 5.4452 6.7802
Si -0.0184 8.1319 6.7487
Si 29.9143 10.8508 6.7332
Si 0.0043 13.5542 6.7608
Si 1.3618 1.3248 8.1157
Si 4.0674 4.0622 8.1423
Si 1.343 6.7776 8.1197
Si 4.0655 9.4957 8.1326
Si 1.3659 12.208 8.1254
Si 4.0778 14.945 8.1339
Si 6.7921 1.3421 8.1585
Si 9.5033 4.0744 8.1731
Si 6.7938 6.781 8.1626
Si 9.5239 9.5089 8.1768
Si 6.7909 12.2405 8.1462
Si 9.5124 14.9675 8.1888
Si 12.2339 1.375 8.1924
Si 14.9445 4.1085 8.2015
Si 12.2444 6.795 8.1976
Si 14.9607 9.5278 8.2101
Si 12.2328 12.2367 8.2107
Si 14.9583 14.976 8.2175
Si 17.683 1.3887 8.2093
Si 20.4091 4.0978 8.1932
Si 17.6776 6.8009 8.221
Si 20.4094 9.5311 8.2037
Si 17.6896 12.2555 8.2143
Si 20.3995 14.9967 8.2163
Si 23.1102 1.3763 8.1838
Si 25.8343 4.1101 8.159
Si 23.1371 6.8124 8.169
Si 25.8694 9.5331 8.159
Si 23.136 12.2556 8.203
Si 25.8452 14.9703 8.1583
Si 28.5633 1.3675 8.1348
Si 31.2855 4.0658 8.1245
Si 28.5679 6.7979 8.1516
Si 31.2736 9.5056 8.1148
Si 28.5669 12.2219 8.1188
Si 31.282 14.9343 8.1167
Si -0.0012 16.2965 9.4845
Si 2.708 2.6946 9.4913
Si -0.0037 5.4245 9.495
Si 2.7031 8.1382 9.4899
Si -0.0053 10.8615 9.4852
Si 2.7187 13.5771 9.4896
Si 5.4285 16.3022 9.5091
Si 8.1447 2.7084 9.5231
Si 5.425 5.4219 9.5103
Si 8.1508 8.1484 9.5219
Si 5.4263 10.8663 9.4936
Si 8.1445 13.5939 9.5239
Si 10.875 16.3259 9.5428
Si 13.5927 2.7322 9.551
Si 10.8665 5.4339 9.5354
Si 13.5989 8.1605 9.5559
Si 10.8693 10.8699 9.5498
Si 13.5954 13.6038 9.5578
Si 16.3247 16.3382 9.5608
Si 19.0498 2.7423 9.5585
Si 16.3112 5.4486 9.5688
Si 19.0456 8.1705 9.5574
Si 16.3229 10.8903 9.5593
Si 19.0471 13.6202 9.5625
Si 21.7657 16.3475 9.5622
Si 24.4858 2.7384 9.5225
Si 21.7766 5.4582 9.538
Si 24.5022 8.1734 9.5195
Si 21.7733 10.8919 9.5522
Si 24.4997 13.6189 9.5413
Si 27.2097 16.3314 9.5072
Si 29.9249 2.719 9.4978
Si 27.2056 5.4506 9.5195
Si 29.9281 8.1592 9.503
Si 27.2214 10.8872 9.5175
Si 29.9221 13.5855 9.4855
Si 1.3586 14.9415 10.8518
Si 4.069 17.6664 10.863
Si 1.3556 4.0633 10.855
Si 4.0653 6.789 10.8613
Si 1.3512 9.5049 10.8543
Si 4.0716 12.2233 10.8624
Si 6.7844 14.9497 10.8801
Si 9.5059 17.6792 10.8918
Si 6.7845 4.0692 10.8768
Si 9.506 6.7935 10.8894
Si 6.784 9.5133 10.8682
Si 9.5039 12.2372 10.89
Si 12.231 14.9644 10.9034
Si 14.9552 17.6923 10.9084
Si 12.2257 4.0834 10.9035
Si 14.9552 6.8091 10.9199
Si 12.2325 9.5163 10.9069
Si 14.9583 12.2458 10.9115
Si 17.6824 14.9746 10.9154
Si 20.4057 17.7016 10.9171
Si 17.6814 4.0906 10.915
Si 20.4127 6.8095 10.9024
Si 17.6841 9.5297 10.9113
Si 20.4122 12.2541 10.9068
Si 23.1356 14.9777 10.8988
Si 25.8515 17.6923 10.8726
Si 23.1321 4.0933 10.8935
Si 25.8536 6.812 10.885
Si 23.1402 9.5254 10.8913
Si 25.8615 12.2475 10.8827
Si 28.5704 14.9563 10.8547
Si -1.3548 17.6681 10.8509
Si 28.5684 4.08 10.8669
Si -1.356 6.7925 10.8604
Si 28.5758 9.5209 10.8732
Si -1.357 12.2294 10.8522
Si 2.7113 16.3044 12.221
Si 5.4257 2.7061 12.2295
Si 2.7102 5.4271 12.221
Si 5.4235 8.1503 12.2269
Si 2.7089 10.8646 12.222
Si 5.4254 13.5843 12.2319
Si 8.1464 16.3104 12.2402
Si 10.8645 2.7181 12.2538
Si 8.1421 5.4304 12.2407
Si 10.8658 8.1525 12.2513
Si 8.1413 10.8712 12.238
Si 10.8685 13.5962 12.2495
Si 13.5938 16.3244 12.2582
Si 16.3197 2.7262 12.2655
Si 13.5889 5.4414 12.2617
Si 16.3229 8.169 12.2668
Si 13.5957 10.8799 12.2596
Si 16.3201 13.6082 12.263
Si 19.0473 16.3331 12.2662
Si 21.774 2.7401 12.2623
Si 19.0488 5.4525 12.2622
Si 21.775 8.1708 12.2531
Si 19.0478 10.8924 12.2594
Si 21.7757 13.6156 12.2554
Si 24.4973 16.3399 12.2474
Si 27.2118 2.7251 12.2356
Si 24.4944 5.4523 12.2479
Si 27.2147 8.1694 12.2408
Si 24.4987 10.8903 12.2432
Si 27.2176 13.6101 12.2363
Si 29.9281 16.3133 12.2199
Si -0.0026 2.7094 12.2202
Si 29.9247 5.4409 12.228
Si -0.0013 8.1521 12.2263
Si 29.9315 10.8811 12.232
Si 0.0001 13.5872 12.2195
Si 1.3566 17.6699 13.583
Si 4.0695 4.0712 13.5852
Si 1.3583 6.7922 13.5864
Si 4.0666 9.5091 13.5913
Si 1.3539 12.2266 13.5878
Si 4.0684 14.9479 13.5892
Si 6.7858 17.6706 13.5941
Si 9.501 4.0757 13.6071
Si 6.7812 6.7926 13.5945
Si 9.5038 9.5153 13.6004
Si 6.7847 12.2302 13.5985
Si 9.5084 14.9552 13.6037
Si 12.2276 17.6794 13.6109
Si 14.9539 4.0833 13.6163
Si 12.2256 6.7984 13.6136
Si 14.9592 9.526 13.6188
Si 12.2323 12.2399 13.6099
Si 14.9562 14.9648 13.6147
Si 17.6827 17.6872 13.6201
Si 20.4095 4.0941 13.62
Si 17.6853 6.8088 13.6187
Si 20.4103 9.5302 13.6091
Si 17.6849 12.2493 13.6151
Si 20.4135 14.9721 13.6148
Si 23.1368 17.6959 13.6126
Si 25.8545 4.0867 13.6016
Si 23.132 6.8097 13.6097
Si 25.8551 9.5306 13.6026
Si 23.1371 12.2504 13.6034
Si 25.8573 14.9723 13.598
Si 28.5721 17.6761 13.5876
Si -1.3559 4.0767 13.5846
Si 28.5713 6.8032 13.5969
Si -1.3542 9.517 13.5932
Si 28.5735 12.2453 13.5942
Si -1.3551 14.9522 13.5842
Si 0.0023 16.3109 14.9477
Si 2.7142 2.7117 14.9453
Si 0.0001 5.4375 14.9492
Si 2.7113 8.1496 14.9577
Si -0.0005 10.8736 14.9626
Si 2.713 13.586 14.9502
Si 5.4297 16.3075 14.9506
Si 8.1418 2.709 14.96
Si 5.4237 5.4283 14.954
Si 8.1433 8.1524 14.9545
Si 5.4248 10.8686 14.9559
Si 8.1493 13.5903 14.9561
Si 10.8696 16.3137 14.9652
Si 13.5915 2.7173 14.9662
Si 10.8631 5.4352 14.965
Si 13.5932 8.1593 14.9636
Si 10.8697 10.8733 14.9582
Si 13.5972 13.5991 14.9672
Si 16.3218 16.321 14.9693
Si 19.0475 2.7279 14.9709
Si 16.3199 5.4433 14.9678
Si 19.0478 8.1728 14.9695
Si 16.3238 10.8885 14.9714
Si 19.0491 13.6102 14.9664
Si 21.7748 16.3338 14.9685
Si 24.4959 2.7346 14.9723
Si 21.771 5.4551 14.9743
Si 24.4894 8.1757 14.9614
Si 21.7703 10.8949 14.9596
Si 24.4948 13.615 14.9573
Si 27.2151 16.3267 14.9626
Si 29.9284 2.718 14.9477
Si 27.2114 5.4475 14.9605
Si 29.9263 8.1643 14.9598
Si 27.2108 10.8941 14.9598
Si 29.9298 13.6008 14.9587
Si 1.359 14.9488 16.3111
Si 4.0745 17.6734 16.3064
Si 1.3611 4.0765 16.3066
Si 4.0679 6.7861 16.32
Si 1.3567 9.5108 16.3258
Si 4.0694 12.2294 16.3184
Si 6.7916 14.9508 16.313
Si 9.5032 17.6694 16.3195
Si 6.7793 4.0667 16.3177
Si 9.5025 6.797 16.3182
Si 6.7867 9.5103 16.3155
Si 9.5112 12.2315 16.3148
Si 12.2368 14.9568 16.3221
Si 14.9566 17.677 16.319
Si 12.2259 4.0737 16.3183
Si 14.9531 6.7999 16.3188
Si 12.235 9.5193 16.3175
Si 14.9636 12.2462 16.3283
Si 17.6866 14.9632 16.3246
Si 20.4091 17.6879 16.3265
Si 17.6823 4.0842 16.3234
Si 20.4066 6.8161 16.3284
Si 17.6873 9.532 16.3273
Si 20.411 12.2525 16.3204
Si 23.1356 14.9706 16.3215
Si 25.8563 17.6885 16.3264
Si 23.131 4.0946 16.3317
Si 25.8464 6.8126 16.3151
Si 23.1261 9.5385 16.3179
Si 25.85 12.2581 16.3188
Si 28.5707 14.9606 16.3223
Si -1.3516 17.6776 16.3075
Si 28.5713 4.0786 16.312
Si -1.3512 6.8023 16.3164
Si 28.5666 9.5318 16.3182
Si -1.3588 12.2385 16.3254
Si 2.7251 16.3086 17.6636
Si 5.4233 2.7053 17.6839
Si 2.7085 5.4283 17.6858
Si 5.4331 8.1445 17.6752
Si 2.7159 10.8711 17.6873
Si 5.437 13.589 17.6713
Si 8.147 16.3068 17.681
Si 10.866 2.7098 17.6728
Si 8.1395 5.431 17.6694
Si 10.8746 8.1552 17.6687
Si 8.1503 10.8709 17.671
Si 10.8755 13.5904 17.6709
Si 13.6066 16.3111 17.6783
Si 16.3227 2.7122 17.6707
Si 13.5942 5.4297 17.6693
Si 16.3128 8.1678 17.6673
Si 13.5972 10.8813 17.6746
Si 16.3331 13.6017 17.6866
Si 19.0483 16.3218 17.6803
Si 21.7684 2.7277 17.684
Si 19.0412 5.4497 17.6757
Si 21.7615 8.189 17.6807
Si 19.0524 10.8962 17.6818
Si 21.7676 13.6162 17.6775
Si 24.4969 16.3239 17.6838
Si 27.214 2.7312 17.6856
Si 24.4853 5.4675 17.6853
Si 27.1938 8.1821 17.6711
Si 24.4741 10.9115 17.6722
Si 27.2089 13.6061 17.6902
Si 29.9311 16.3259 17.674
Si 0.0136 2.7125 17.6657
Si 29.9322 5.4366 17.6677
Si -0.0012 8.1557 17.6962
Si 29.9177 10.8854 17.6928
Si 0.0042 13.5977 17.6834
Si 1.3751 17.6693 19.0232
Si 4.0579 4.0583 19.0485
Si 1.3564 6.7878 19.0587
Si 4.082 9.5043 19.0383
Si 1.3602 12.2369 19.0493
Si 4.0899 14.9598 19.0271
Si 6.7821 17.6602 19.0441
Si 9.4964 4.0684 19.0224
Si 6.785 6.7816 19.0396
Si 9.5192 9.5174 19.0243
Si 6.7929 12.2284 19.0328
Si 9.5124 14.9396 19.0299
Si 12.2357 17.6687 19.0202
Si 14.9596 4.0678 19.0197
Si 12.2309 6.7865 19.0207
Si 14.96 9.5258 19.0303
Si 12.241 12.2404 19.0327
Si 14.977 14.9604 19.0436
Si 17.6781 17.6708 19.0317
Si 20.3985 4.0886 19.0332
Si 17.6716 6.8121 19.0205
Si 20.411 9.5514 19.0498
Si 17.7017 12.2514 19.049
Si 20.4076 14.9654 19.0424
Si 23.1248 17.6749 19.0361
Si 25.848 4.1028 19.0338
Si 23.1217 6.8403 19.0387
Si 25.8265 9.5535 19.0233
Si 23.1187 12.2667 19.0457
Si 25.8531 14.9683 19.0543
Si 28.5759 17.6823 19.0407
Si -1.3409 4.0739 19.0231
Si 28.5624 6.8105 19.0022
Si -1.3617 9.5264 19.0538
Si 28.5539 12.241 19.0611
Si -1.3473 14.9737 19.037
Si 0.0259 16.3275 20.3945
Si 2.7187 19 20.4186
Si -0.0001 5.4138 20.4152
Si 2.7299 8.1485 20.4086
Si -0.0014 10.886 20.4222
Si 2.7374 13.6085 20.3833
Si 5.4364 16.2974 20.4229
Si 8.137 19.0331 20.3868
Si 5.4152 5.4207 20.3998
Si 8.1729 8.1394 20.3724
Si 5.4454 10.8615 20.3938
Si 8.1497 13.5873 20.3959
Si 10.885 16.2973 20.3709
Si 13.6073 19.0168 20.373
Si 10.865 5.4213 20.3711
Si 13.5928 8.1517 20.3665
Si 10.8664 10.8915 20.385
Si 13.6148 13.5942 20.3873
Si 16.346 16.3053 20.415
Si 19.0382 19.0295 20.3788
Si 16.3224 5.4304 20.3658
Si 19.0179 8.1917 20.3704
Si 16.3327 10.8846 20.386
Si 19.0653 13.6074 20.4203
Si 21.7655 16.3167 20.4058
Si 24.4834 19.0491 20.372
Si 21.7493 5.4757 20.3739
Si 24.4517 8.2373 20.3981
Si 21.7558 10.9277 20.4228
Si 24.476 13.6185 20.411
Si 27.221 16.3274 20.4111
Si 29.9555 19.0341 20.3858
Si 27.2083 5.4813 20.3773
Si 29.8981 8.1544 20.3833
Si 27.1644 10.8873 20.4161
Si 29.9307 13.6187 20.3903
O -1.9484 15.0671 35.1832
O 5.1461 14.2197 30.0522
O 4.8242 17.8279 28.4867
O 1.7368 4.3943 28.688
O -1.8067 13.461 38.3468
O -4.0794 13.6388 35.2901
O 0.1693 8.1366 27.1852
O 5.5442 13.4788 27.4997
O 7.0802 15.0706 31.5165
O 17.1408 11.4116 35.5005
O 12.3396 6.8044 29.7704
O 28.1809 8.921 28.3545
O 15.7829 9.8491 33.8465
O 18.4064 14.8035 31.2108
O 16.587 16.836 35.4116
O 17.2168 17.8864 32.8049
O 11.0161 13.579 27.5147
O -2.7834 20.0965 35.4578
O 22.6894 18.4036 30.5342
O 15.2768 12.6843 28.3658
O 17.7347 15.2664 37.2194
O 28.7055 4.3645 28.5562
O 16.201 18.9754 27.5452
O 19.7019 5.9626 33.3274
O 17.9499 9.6686 28.4915
O 23.1311 15.2106 28.8047
O 27.3832 13.7401 27.2798
O 21.1453 20.4885 29.9106
O 21.2323 11.8211 37.7651
O 21.3821 13.3714 28.2276
O 3.906 12.3712 31.3844
O 24.5171 19.8491 31.7212
O 25.534 20.0344 36.1903
O 7.1446 10.7507 32.9832
O 2.6432 14.6083 30.8713
O 1.14 15.1696 37.8168
O 3.6265 8.1029 38.1118
O -0.0723 17.4945 37.6878
O 1.9164 9.7272 28.1866
O 3.4456 6.6885 28.2727
O 16.2918 4.8419 30.5974
O 24.8136 17.1427 31.5374
O 5.1428 12.0908 37.5893
O 8.7072 8.3676 38.4307
O 15.2579 18.8645 31.3119
O 15.1364 7.2491 37.4476
O 0.2627 11.3577 38.365
O -1.7528 11.6882 31.2235
O 6.9037 10.1042 37.5989
O 13.5909 10.8237 27.5674
O 15.9871 13.9628 30.5316
O 7.1202 18.0751 34.984
O 20.8637 21.3224 36.191
O 9.1585 11.9907 28.3327
O 10.8869 19.1833 27.5263
O 16.2343 8.0506 27.5333
O 22.8837 20.5497 37.616
O 14.3019 9.6134 31.6933
O -4.5573 9.6977 37.3133
O 14.254 11.94 30.6574
O 20.7817 18.9634 37.6851
O -2.7942 8.13 38.1856
O 2.3698 20.1192 37.7219
O 20.902 18.2359 28.5705
O -0.6658 7.1363 37.3517
O -0.3133 8.225 33.9309
O -2.0531 19.0872 38.5034
O 22.1069 16.7965 38.4704
O 14.1582 13.8383 38.5285
O 3.8465 11.8732 28.7471
O 20.0591 6.0209 28.2971
O 5.3443 8.084 27.2769
O 12.7156 15.8059 37.6961
O 1.7279 6.821 33.5006
O 24.8316 19.2399 38.7448
O 21.6791 8.0701 27.651
O -1.006 12.2715 28.6822
O -0.0467 19.0561 27.6923
O 17.7937 4.4227 28.4303
O 18.5544 20.0563 32.9661
O 11.4983 12.8654 34.6734
O 23.4222 9.8408 28.5382
O 19.2976 11.8495 28.6904
O 25.3677 6.3153 35.6174
O -2.8279 6.4628 36.0368
O 12.8827 15.1496 28.5026
O 4.7078 14.5707 32.5864
O 16.1124 12.4224 33.3136
O 26.0433 9.5946 35.4939
O 2.5489 5.4355 35.6375
O 18.2 19.9359 37.5347
O 19.4525 8.4261 38.5605
O 13.7239 4.6466 30.4701
O 0.6809 21.8246 38.6574
O 8.8423 19.201 38.5638
O 24.3048 10.6172 30.936
O 11.3471 11.1364 38.5062
O 10.2029 15.482 37.3996
O 5.3187 6.2514 37.5746
O 19.7846 17.617 33.2054
O 6.7687 6.0202 33.3931
O 26.2036 17.7105 37.2373
O 28.0263 4.779 31.1132
O 19.0231 10.1581 30.773
O 25.8169 5.8834 31.7501
O 10.591 18.5544 31.2973
O -1.863 7.5279 28.475
O 20.9197 6.7506 30.5841
O 20.4685 15.1091 32.8573
O 13.9041 16.0349 30.8077
O 9.3429 11.0015 30.6428
O 8.9811 11.9949 34.2901
O 4.5557 18.3864 37.6831
O 6.811 9.3802 28.8292
O 10.5211 6.6994 37.536
O 16.7963 5.5963 38.4837
O 13.2799 11.6789 33.0881
O 15.3944 17.4801 37.5659
O 21.8248 7.4456 32.8837
O 6.7095 19.7486 28.4712
O 26.5666 18.1586 34.6478
O 7.7265 14.7033 37.556
O 28.0283 7.3369 32.0293
O 7.5493 12.9264 30.1463
O 2.0572 9.8771 37.2272
O 20.4533 7.5268 35.1708
O 5.0265 20.4546 32.8073
O 11.8932 9.009 28.3551
O 1.1637 14.5484 28.6426
O 7.3263 6.6402 35.9004
O 26.5154 11.9572 31.1586
O 14.9865 7.4355 32.8094
O 19.1612 16.4905 27.6152
O -3.6535 18.3578 33.5954
O 21.4223 7.066 37.6137
O 2.8061 16.3284 27.6937
O 14.8555 4.7472 32.8087
O 12.9599 16.2509 33.3274
O 7.1737 20.8005 37.4938
O 13.8898 19.2742 38.5895
O 16.6463 14.3778 34.9074
O 0.1819 20.2478 30.9515
O 16.1436 19.3953 35.9186
O 18.8682 5.1707 30.5554
O 24.8823 8.1485 38.3124
O 23.1081 9.9851 37.4403
O 2.4683 8.1417 30.2439
O 3.2603 13.7441 38.4466
O 14.5822 6.2861 28.499
O 3.208 5.7227 30.594
O 12.9355 9.2997 37.642
O 25.0831 15.2385 33.4074
O 0.3715 15.857 30.7557
O 6.0366 16.4531 38.5186
O 14.5074 17.2257 28.4985
O -3.5278 15.2161 37.3064
O 23.8836 13.0109 34.0251
O 10.9649 17.8362 37.8657
O 10.1222 7.0324 28.3645
O 7.6258 8.4212 33.9627
O 22.9449 8.4221 30.7015
O 16.1767 12.3477 37.7436
O 25.729 12.8918 28.9307
O 6.8192 13.2591 33.4793
O 27.6309 21.4214 35.537
O 9.6284 12.9029 37.6297
O 22.0647 11.6942 32.7716
O 0.0038 9.0747 29.9404
O 23.2792 5.8722 31.2086
O -2.0424 14.1089 30.2257
O 23.5464 15.0952 37.3718
O 17.7341 10.1973 37.7006
O -1.7329 17.6327 35.1906
O 7.3864 19.3168 32.6882
O 10.1597 13.4663 30.3526
O 18.0364 21.238 35.2647
O 10.4625 20.5394 33.0592
O 12.5441 4.7024 28.2083
O 26.9349 18.8602 27.6412
O -3.3487 15.2035 28.1932
O 24.8507 16.7692 27.6379
O 9.5886 17.4892 28.9431
O 4.7238 16.9607 35.493
O 7.1306 8.8089 31.3429
O 25.5074 13.7507 38.3775
O 8.5759 20.2875 34.8563
O 17.7254 18.9853 30.4214
O -0.1343 6.4465 29.9555
O 5.5959 21.0857 35.373
O 23.7187 12.4824 37.051
O 1.0005 17.9575 32.1625
O 2.4519 17.143 36.8353
O 7.1796 15.1073 28.6997
O 12.106 17.4238 29.5273
O 24.128 17.7677 35.5335
O -0.6397 6.0501 32.3487
O 11.7886 20.7795 37.9961
O 26.1269 9.8794 32.7737
O 13.886 8.3903 35.4355
O 20.8486 15.1014 30.2026
O 22.0087 19.1866 35.3879
O 9.5149 9.4831 32.5766
O -4.3428 16.2179 34.9757
O 11.8603 10.5744 31.3054
O 15.1422 6.0973 35.0466
O 4.9098 10.1645 30.4694
O 4.2396 6.436 33.8655
O 26.4132 5.8435 37.8026
O 17.4706 14.9175 28.706
O 6.551 11.513 35.439
O 19.4771 13.7144 38.3776
O 9.2882 14.254 35.3856
O 26.4554 9.3763 30.2148
O 19.0089 15.7577 34.9521
O -2.1413 4.8402 30.4396
O 24.0632 5.341 33.6015
O 16.6058 16.5914 30.6004
O 18.5085 18.6966 35.1605
O 10.4294 15.9666 31.0111
O 25.8787 14.6932 31.0191
O 3.3338 19.2233 35.5094
O 23.0359 18.1942 33.1576
O 25.7414 7.9023 28.0808
O 24.6404 7.9552 33.8549
O 2.6463 19.564 30.9481
O 25.3967 14.1719 35.7845
O 21.7668 10.8119 30.3628
O 26.5047 11.6635 37.2634
O 0.4405 16.1592 35.496
O 21.6508 16.6338 34.7461
O -1.9407 17.542 28.6802
O -1.7376 10.4889 33.6028
O 15.2509 10.1266 36.8264
O 5.1081 7.625 30.1367
O 0.3491 13.2234 30.7184
O 0.7519 19.75 35.6927
O 2.9327 8.0236 35.5319
O -2.1727 7.9443 30.9776
O 27.1556 16.5968 32.5998
O 10.4703 8.5401 30.4419
O -0.2298 5.5909 34.7316
O 23.9785 10.4041 34.0829
O 9.5053 18.1592 33.6695
O 11.7037 16.8415 35.5399
O 24.4556 5.5398 27.6072
O 14.8466 14.636 32.8515
O 20.224 12.8803 31.4045
O 5.2731 17.8395 33.0884
O 6.5509 15.7424 34.0498
O 12.1028 18.6112 33.5979
O 16.9357 11.5709 30.0379
O 1.3467 20.2987 33.2508
O 4.2618 20.2929 28.9852
O -0.6676 16.1585 33.1752
O 4.6046 9.8606 36.334
O 12.9469 6.2072 36.5054
O -3.6994 20.9663 37.7001
O -3.5396 18.8629 30.3519
O -1.4106 17.708 31.2354
O 8.2211 5.3966 27.6088
O 22.8481 6.6817 35.4846
O 22.6439 13.2548 30.5738
O 10.9035 21.2581 35.5804
O -1.9162 8.9654 35.8527
O 23.0383 19.7568 28.3036
O 27.2737 6.8382 29.7005
O 14.1314 17.825 35.1779
O 16.9561 8.873 31.7794
O 5.6886 18.8932 30.7283
O 9.2826 6.3846 34.0984
O 13.0365 10.9402 35.5833
O 2.229 10.6623 30.4997
O 12.3111 14.2538 31.7887
O -3.6129 12.3033 33.0121
O -3.6186 9.9069 31.8467
O 27.987 11.1653 35.1031
O 17.1008 6.0253 33.1869
O 19.4255 8.5462 32.8622
O 9.9524 14.0739 32.8852
O 26.5563 13.0201 33.7526
O 22.0737 11.4654 35.365
O -2.8358 8.1183 33.5648
O -3.4728 16.2598 30.479
O -2.7627 10.7714 27.5888
O 28.0405 13.7881 30.0633
O 14.1711 13.2453 34.9488
O -1.1223 19.5804 33.6552
O 18.1526 10.7718 33.1653

Results
total energy: -218734.100 eV
total energy less fixed offsets of O -438.35, Si -107.03 eV per atom: -15.380 eV

Forces (eV/angstrom), in the order of the atoms: element, x, y, z
Si -0.0366 -0.004 0.7987
Si -0.313 0.2439 0.7596
Si -0.0143 0.3185 0.727
Si 0.0144 -0.035 0.5453
Si -0.0936 0.1051 0.683
Si 0.0697 -0.1747 0.7506
Si 0.1583 -0.1746 0.7595
Si 0.1084 -0.1104 0.7024
Si 0.209 -0.2558 0.7516
Si 0.0969 -0.227 0.7304
Si 0.06 0.2124 0.7267
Si -0.2099 0.0483 0.7711
Si -0.1974 0.2224 0.7598
Si 0.1345 -0.2085 0.7593
Si -0.1357 0.131 0.7515
Si -0.1531 0.1853 0.7582
Si 0.2382 -0.1732 0.7383
Si -0.01 -0.3298 0.6525
Si 0.0513 0.2457 0.6787
Si -0.2454 0.1628 0.7904
Si 0.1886 -0.0642 0.8136
Si 0.0001 -0.2461 0.7673
Si -0.2931 0.0639 0.7258
Si 0.2294 -0.1039 0.7478
Si 0.2325 -0.0935 0.7945
Si 0.0363 -0.2779 0.7679
Si -0.1754 0.1133 0.8043
Si 0.1116 -0.0002 0.7157
Si -0.1483 0.3078 0.7272
Si -0.3139 0.0468 0.7248
Si -0.2285 0.2846 0.6521
Si 0.0475 0.0774 0.5824
Si -0.0796 0.1683 0.7192
Si 0.2826 -0.2502 0.6756
Si 0.2077 -0.2276 0.8428
Si 0.3307 -0.2953 0.598
Si 0.0098 0.0469 -0.0677
Si 0.0759 0.0043 -0.0158
Si -0.0366 -0.0217 -0.0515
Si -0.0198 -0.0085 -0.0529
Si -0.0293 0.0461 -0.0286
Si -0.0152 0.0065 -0.0504
Si 0.0123 0.0637 -0.07
Si 0.0001 0.0127 -0.0479
Si 0.0077 -0.0247 -0.0556
Si -0.0221 0.0074 -0.0528
Si 0.0064 -0.0331 -0.0674
Si 0.01 0.0035 -0.0554
Si 0.0297 0.0092 -0.0313
Si -0.0122 -0.0111 -0.0494
Si 0.0151 -0.0283 -0.0443
Si 0.0084 0.0171 -0.049
Si 0.0136 0.0118 -0.0572
Si -0.0037 0.0099 -0.0173
Si 0.0017 0.0125 -0.0496
Si 0.0023 -0.0125 -0.0562
Si -0.0133 0.0155 -0.083
Si 0.0326 0.0334 -0.0342
Si 0.019 -0.0046 -0.0416
Si -0.014 -0.0024 -0.0711
Si -0.024 0.0431 -0.0721
Si 0.0608 -0.0055 -0.043
Si 0.0234 -0.0045 -0.0309
Si 0.0302 -0.0113 -0.0098
Si 0.0225 -0.0214 -0.0946
Si -0.0133 -0.0406 0.0211
Si -0.0155 -0.0088 0.008
Si -0.0202 -0.0551 -0.0644
Si -0.0326 0.0057 -0.044
Si -0.0739 0.0389 -0.0294
Si -0.0013 -0.0355 -0.031
Si -0.0351 -0.0056 -0.0239
Si 0.0227 -0.0133 0.0265
Si 0.0226 -0.0048 0.0201
Si 0.0034 0.0031 0.0207
Si -0.0204 0.027 0.0468
Si 0.0595 0.0224 0.0202
Si -0.0013 0.0236 0.0652
Si -0.051 -0.0177 0.053
Si -0.0051 0.0111 0.0099
Si 0.0435 -0.025 0.039
Si -0.0075 -0.0005 0.0344
Si 0.0065 -0.0177 0.0214
Si 0.0088 -0.0051 0.0132
Si 0.0034 -0.0227 0.0144
Si 0.0075 0.0137 0.0421
Si -0.002 0.0098 -0.0057
Si 0.0118 -0.0089 0.0132
Si -0.0062 -0.0054 0.0335
Si -0.0402 0.0197 0.029
Si -0.0211 -0.014 -0.0151
Si 0.0068 0.01 -0.008
Si 0.0074 0.0072 0.0364
Si -0.0203 -0.0183 0.0341
Si 0.0106 -0.0178 0.0242
Si -0.0135 -0.0015 0.0307
Si 0.0297 -0.0248 0.0427
Si -0.0156 -0.0057 0.0195
Si -0.0234 -0.0005 0.022
Si -0.0195 0.015 0.0266
Si 0.0274 0.0006 -0.0215
Si -0.0296 0.0386 0.0132
Si -0.0079 -0.0008 0.0341
Si 0.0093 0.0465 0.0061
Si -0.0183 -0.0209 -0.0222
Si 0.0033 -0.0052 -0.0043
Si 0.0237 -0.0208 -0.0028
Si -0.022 -0.0328 0.0147
Si -0.0385 0.0245 -0.0026
Si -0.0086 0.0116 0.0137
Si 0.0055 -0.0309 -0.0056
Si 0.0051 -0.0236 -0.0259
Si 0.0202 -0.0095 -0.0073
Si -0.016 -0.0182 -0.0463
Si 0.0044 0.0172 -0.0346
Si 0.0056 -0.0095 -0.0058
Si 0.0015 -0.0186 -0.0349
Si -0.0166 0.0476 -0.0086
Si -0.0028 -0.0104 -0.0049
Si -0.0051 0.0127 -0.0056
Si 0.0301 0.0195 -0.0089
Si 0.0131 -0.0115 -0.0123
Si -0.0377 -0.0251 -0.0121
Si 0.0071 0.0092 -0.0176
Si -0.017 -0.0026 -0.0349
Si 0.0106 -0.024 -0.0251
Si 0.0027 -0.0001 0.0036
Si 0.0065 -0.0027 -0.0025
Si 0.0069 -0.0118 -0.0418
Si -0.0132 0.0029 -0.0442
Si -0.0103 -0.0074 0.0049
Si 0.0229 0.025 -0.0272
Si 0.0065 0.0007 -0.0362
Si -0.0075 -0.0412 -0.0359
Si 0.0028 0.0122 -0.0073
Si 0.0064 0.0464 -0.0345
Si -0.001 0.0002 0.0082
Si 0.0026 -0.022 -0.028
Si 0.0251 -0.0012 0.0068
Si -0.0015 0.0072 -0.0154
Si 0.0265 0.0176 0.0093
Si 0.0257 0.028 -0.0057
Si 0.0056 -0.0083 -0.0293
Si -0.0197 0.0312 0.0098
Si 0.0136 0.0005 -0.0072
Si -0.0014 0.0014 0.0059
Si -0.0254 0.0124 0.0104
Si 0.0008 0.0263 0.008
Si -0.0089 -0.0084 0.0052
Si 0.0026 0.0004 0.0047
Si -0.0086 -0.0064 -0.0009
Si -0.0128 0.0093 0.002
Si -0.0166 0.0046 -0.0012
Si 0.0187 0.0005 0.0121
Si 0.0017 0.0006 -0.0003
Si -0.0083 0.0013 0.0055
Si -0.0043 0.0061 0.0116
Si -0.0091 0.0085 0.0092
Si -0.0094 -0.0121 -0.0052
Si 0.0026 0.01 0.0098
Si -0.0019 -0.0025 -0.001
Si 0.0096 -0.0017 0.0006
Si 0.0071 0.0057 0.0179
Si -0.0172 -0.0019 0.0031
Si -0.0016 -0.0064 0.0061
Si -0.0105 0.0221 -0.0062
Si -0.0007 -0.0048 0.0044
Si 0.0126 -0.004 0.0204
Si -0.0062 -0.0023 0.0181
Si 0.0088 0.0017 -0.0026
Si -0.0085 0.0124 0.0016
Si 0.0337 -0.0204 -0.0112
Si 0.0283 0.0042 0.0353
Si 0.0101 -0.0197 0.0134
Si -0.0106 0.0053 -0.0019
Si 0.02 0.0022 0.0128
Si 0.0066 0.0048 -0.0109
Si -0.0115 -0.0074 -0.0105
Si 0.006 -0.0221 -0.0009
Si 0.0008 0.0242 0.0033
Si -0.0101 -0.0022 0.0437
Si 0.0066 0.0024 -0.0072
Si 0.0026 0.0036 0.0271
Si -0.0073 -0.0306 0.0166
Si -0.0109 -0.0005 0.0119
Si 0.0108 0.0046 0.019
Si 0.0289 -0.01 0.0021
Si 0.0184 0.0184 0.0075
Si -0.0244 0.0044 0.0428
Si -0.0091 0.0169 0.0043
Si -0.0176 0.0138 0.0095
Si -0.0025 -0.0068 0.0208
Si -0.0075 0.0143 0.0147
Si 0.0416 0.0009 0.0327
Si 0.0097 -0.0142 0.0138
Si -0.0064 0.0142 0.0258
Si -0.0041 -0.0216 0.0234
Si -0.0019 -0.0302 -0.0094
Si 0.0069 -0.0013 0.0319
Si 0.0144 0.0125 -0.0057
Si -0.01 0.0097 -0.0073
Si -0.0307 -0.0216 0.0051
Si -0.018 -0.0186 0.0009
Si -0.0025 0.0035 0.0199
Si 0.0102 0.0002 0.0322
Si -0.0005 0.0467 0.0287
Si -0.0016 -0.0032 0.0177
Si -0.0076 0.007 0.023
Si -0.0355 0.0134 0.0162
Si 0.0335 0.0184 0.0056
Si -0.0042 -0.0255 0.0061
Si -0.0078 -0.001 0.0494
Si 0.0377 -0.0149 -0.0017
Si 0.0045 0.0048 -0.0007
Si -0.0142 0.022 0.0102
Si -0.0204 -0.0269 0.0089
Si 0.0107 -0.0354 -0.0569
Si -0.0299 0.0073 0.0003
Si -0.0818 -0.0084 -0.0294
Si 0.0645 0.03 -0.0439
Si 0.0377 0.0004 -0.0179
Si -0.0459 0.0167 -0.055
Si -0.0183 0.0127 0.0147
Si -0.0043 -0.0199 -0.0195
Si 0.0264 -0.002 -0.0496
Si -0.0009 -0.0113 -0.0011
Si -0.0254 -0.0203 -0.0416
Si 0.0381 0.0129 -0.0232
Si -0.0177 -0.0177 -0.0217
Si 0.0016 -0.0144 -0.0309
Si 0.0235 -0.0042 -0.0064
Si -0.0247 0.0083 -0.0327
Si -0.0011 -0.0081 -0.0534
Si -0.0136 0.0404 -0.0019
Si -0.0046 -0.0004 -0.0494
Si 0.0015 -0.0182 0.0062
Si -0.0118 -0.0072 -0.0337
Si 0.0368 -0.0032 0.0029
Si 0.0374 -0.029 0.0202
Si -0.0183 0.0286 0.0043
Si -0.0133 -0.0079 -0.0193
Si 0.0353 0.0295 -0.056
Si 0.0023 -0.0251 -0.0576
Si 0.0351 -0.0014 -0.0173
Si -0.0142 -0.0052 -0.008
Si 0.0036 -0.0572 -0.0354
Si 0.0211 0.0155 -0.0558
Si 0.0178 0.0003 -0.0517
Si -0.0461 -0.0225 -0.0074
Si 0.0131 0.0009 -0.0341
Si -0.0265 -0.0283 -0.0321
Si -0.0101 0.0464 0.0024
Si 0.0043 0.0452 0.0885
Si -0.005 -0.0149 0.0408
Si -0.0058 0.0023 0.0217
Si -0.0058 -0.0111 0.0015
Si -0.0401 0.0544 0.0405
Si 0.0123 -0.0106 0.0715
Si 0.0216 -0.0126 0.0233
Si 0.0353 -0.0078 0.0351
Si 0.0421 -0.0282 0.0399
Si 0.0041 -0.0222 0.0737
Si 0.0145 -0.0349 0.0403
Si -0.045 0.0079 0.0128
Si -0.0221 0.0243 0.0376
Si -0.0122 0.0249 0.0407
Si -0.0261 0.01 0.0458
Si 0.0318 0.0038 0.0379
Si 0.0234 -0.0227 0.0684
Si 0.0121 -0.0175 0.041
Si 0.0071 0.0048 0.0638
Si 0.0001 -0.0031 0.0409
Si -0.0044 0.0645 0.054
Si -0.0102 -0.0121 0.0483
Si 0.0047 -0.0486 0.0471
Si 0.0001 0.0206 0.0729
Si -0.0424 -0.0293 0.019
Si -0.0099 -0.0068 0.0371
Si 0.0306 -0.0148 0.0682
Si 0.0029 0.0245 0.0291
Si 0.0139 0.0529 0.0702
Si -0.047 0.0007 0.0593
Si -0.0123 -0.0085 0.048
Si 0.0296 0.0397 0.1011
Si 0.0125 0.0296 0.0876
Si -0.04 0.0118 0.0465
Si -0.0326 0.0433 0.0321
Si 0.0442 -0.0552 0.0156
Si -0.1793 -0.0977 -0.7688
Si 0.0313 0.2351 -0.7132
Si 0.1466 0.1641 -0.763
Si -0.0735 -0.2827 -0.6587
Si 0.1056 0.2217 -0.6961
Si -0.2487 -0.2324 -0.6616
Si 0.2087 0.2797 -0.5802
Si -0.3204 -0.3632 -0.6412
Si -0.2238 -0.052 -0.7637
Si 0.0516 0.1904 -0.8164
Si 0.3551 0.3975 -0.536
Si -0.0848 -0.1347 -0.7313
Si 0.0884 0.2879 -0.7242
Si -0.1716 -0.1615 -0.7737
Si 0.1924 0.0179 -0.8167
Si -0.2441 -0.1663 -0.7726
Si -0.1333 -0.1139 -0.8035
Si 0.1364 0.0362 -0.722
Si -0.1847 -0.1767 -0.8053
Si 0.1341 0.2044 -0.7666
Si 0.1092 0.0616 -0.8349
Si -0.0869 -0.0258 -0.7171
Si 0.1388 0.1591 -0.826
Si -0.0878 -0.1911 -0.7885
Si -0.1731 -0.1687 -0.8403
Si 0.0355 0.0209 -0.528
Si -0.1506 0.0237 -0.7266
Si 0.2379 -0.1223 -0.6544
Si 0.0712 0.1364 -0.7073
Si -0.3635 -0.5538 -0.5841
Si 0.1312 0.2601 -0.7352
Si -0.0821 -0.2099 -0.7971
Si 0.0629 0.0976 -0.7512
Si -0.2174 -0.5104 -0.589
Si -0.1899 -0.066 -0.8206
Si 0.1908 0.199 -0.7201
Si 0.0356 -0.0322 -0.0519
Si -0.1136 -0.0416 -0.0726
Si -0.0454 0.0883 0.0658
Si -0.0544 -0.1159 0.0837
Si -0.069 0.0151 -0.1606
Si -0.1542 -0.0201 -0.0621
Si 0.0313 0.1193 -0.0287
Si -0.066 -0.0242 -0.0262
Si -0.0598 0.0021 -0.0648
Si 0.0009 -0.0036 0.173
Si 0.1352 0.0218 -0.163
Si 0.0539 -0.0226 -0.1788
Si 0.0552 0.0181 -0.0021
Si -0.0811 -0.084 0.1517
Si -0.043 -0.0347 0.0415
Si -0.0413 0.0586 0.0831
Si 0.0501 0.1088 -0.0895
Si 0.0162 -0.2015 -0.0638
Si -0.133 0.0805 0.1112
Si 0.064 -0.0107 0.0361
Si -0.0622 0.187 -0.1288
Si 0.0416 0.0207 -0.0477
Si 0.055 0.0389 -0.0099
Si -0.0197 0.0149 -0.1169
Si 0.0792 0.1546 -0.0649
Si -0.0161 0.0076 -0.0442
Si -0.048 0.1148 -0.0992
Si 0.0456 0.0816 0.0785
Si -0.027 -0.0268 0.0765
Si 0.0782 0.0251 -0.1912
Si 0.219 -0.0252 0.1151
Si 0.1516 0.1634 -0.0631
Si 0.1121 -0.0325 -0.1455
Si -0.0602 0.1206 -0.0325
Si 0.0949 -0.0622 -0.1013
Si 0.0671 -0.0978 -0.1483
Si 0.0348 -0.0492 -0.1188
Si 0.0336 0.0021 0.0423
Si 0.1205 -0.0684 -0.2157
Si 0.043 0.0575 0.0022
Si 0.0251 -0.1215 0.1677
Si -0.1222 0.0587 -0.1211
Si 0.0627 -0.0115 0.0797
Si 0.0816 0.0173 0.1296
Si -0.0406 -0.0065 0.082
Si -0.0594 0.0814 0.0103
Si -0.025 -0.1124 -0.0185
Si -0.0646 0.06 0.1314
Si 0.0713 -0.0729 0.0117
Si 0.1927 0.0967 0.0851
Si -0.0979 -0.1405 -0.0902
Si 0.0828 -0.1043 0.2198
Si 0.0139 0.0155 -0.0155
Si -0.0116 -0.0583 0.0347
Si 0.0697 -0.1296 -0.0435
Si 0.0787 -0.0842 -0.1795
Si -0.0423 0.0019 0.132
Si -0.0273 -0.0814 -0.1384
Si -0.1433 -0.1135 0.0038
Si 0.0049 0.0231 -0.1006
Si -0.0038 -0.1214 -0.0302
Si -0.0338 -0.1429 0.0455
Si 0.0603 0.0581 0.1368
Si -0.107 0.044 0.2186
Si -0.1586 -0.0091 -0.0372
Si 0.0802 0.0045 0.0472
Si -0.1062 0.0015 -0.1192
Si -0.0864 0.0403 -0.022
Si -0.0446 0.0399 0.1734
Si -0.0519 -0.0845 0.0064
Si 0.0249 -0.0145 0.0045
Si 0.0103 0.0469 -0.0908
Si -0.1178 0.0423 -0.0821
Si -0.0257 0.0286 -0.0966
Si -0.0613 -0.018 -0.0871
Si -0.0335 -0.0604 -0.1074
Si 0.0354 0.0485 0.0473
Si 0.0317 0.1015 0.0577
Si -0.0734 -0.0994 -0.0846
Si 0.1369 -0.0485 -0.0501
Si 0.0234 0.1429 -0.0231
Si 0.0917 -0.0492 -0.0384
Si -0.0448 0.0256 0.0121
Si -0.0152 0.1243 0.0173
Si -0.0727 -0.0747 0.0771
Si 0.0261 -0.0503 0.097
Si 0.1028 0.0492 0.0255
Si 0.0278 0.1218 0.0238
Si 0.1018 -0.1025 0.0151
Si -0.0236 0.0502 0.0119
Si 0.1192 0.0742 0.0377
Si 0.0415 -0.0344 0.048
Si -0.0909 0.0603 -0.0152
Si -0.1423 -0.0777 -0.0508
Si -0.0322 0.127 -0.0314
Si -0.0937 0.0578 0.1364
Si -0.0227 -0.0216 -0.0744
Si 0.0836 0.088 -0.0832
Si -0.0469 -0.0903 0.0247
Si 0.0514 -0.0866 0.3625
Si -0.1701 0.0026 0.1248
Si 0.0217 0.0205 -0.1605
Si -0.0086 -0.1771 0.1948
Si -0.0099 -0.0328 -0.0391
Si 0.1282 0.0079 0.0359
Si -0.0004 0.0045 0.0819
Si 0.0815 -0.1216 0.1601
Si -0.0223 0.1463 -0.0279
Si 0.0201 -0.0204 -0.0143
Si 0.0139 -0.0061 -0.0055
Si 0.0142 -0.001 -0.0116
Si 0.0135 0.0237 0.0193
Si 0.002 0.0218 -0.019
Si 0.0005 0.0178 0.0014
Si 0.0006 0.0088 -0.0063
Si -0.0113 0.0008 -0.0043
Si -0.0245 -0.0177 -0.012
Si -0.0016 -0.0076 -0.0049
Si 0.0149 0.0015 0.0169
Si 0.0007 0.0041 -0.0053
Si 0.0009 0.0048 -0.0029
Si -0.0072 0.0008 0.0006
Si -0.0131 0.0011 -0.0062
Si -0.0002 0.0163 -0.0115
Si 0.012 -0.0015 -0.01
Si 0.0002 0.0135 0.0061
Si -0.0105 0 -0.0039
Si -0.0172 0.0059 -0.0184
Si 0.0091 0.0002 -0.0077
Si -0.0064 -0.0102 0.0016
Si 0.0038 -0.0008 0.0024
Si 0.0026 -0.0051 0.002
Si 0.0027 -0.0036 -0.0146
Si -0.0267 -0.009 0.0028
Si 0.0053 0.003 -0.0127
Si 0.0072 0.011 -0.0097
Si 0.0057 -0.0013 0.0035
Si -0.0208 0.0101 -0.0134
Si 0.0175 -0.011 -0.0224
Si 0.0194 -0.012 -0.0094
Si -0.0112 -0.0032 -0.0076
Si -0.0337 0.0014 -0.0166
Si 0.0029 -0.0188 -0.0284
Si -0.0024 -0.0088 -0.0003
Si 0.0084 0.0029 -0.0081
Si 0.0045 -0.0038 0.001
Si -0.0029 -0.0033 -0.0036
Si -0.0015 -0.0125 -0.0041
Si 0.0009 -0.0002 -0.0113
Si -0.0209 0.014 -0.0173
Si 0.0025 -0.0131 -0.0033
Si 0.0038 -0.0026 -0.005
Si -0.0056 0.0182 -0.0083
Si -0.0007 -0.0103 -0.002
Si -0.0074 -0.0036 -0.0098
Si 0.0026 0.0006 0.0038
Si 0.0125 -0.0162 -0.0062
Si -0.0089 0.0034 -0.0007
Si 0.0033 -0.001 -0.0112
Si 0.0157 -0.0073 -0.0087
Si -0.0067 0.0106 -0.013
Si 0.0021 -0.0033 0.001
Si 0.0075 -0.0121 -0.0056
Si 0.0058 -0.0103 -0.0039
Si -0.0104 0.0091 -0.0073
Si 0.0056 0.0067 -0.0036
Si -0.0022 0.005 -0.0089
Si -0.0093 0.0051 0.0027
Si 0.0057 0.0139 0.0017
Si -0.0067 0.007 -0.0017
Si 0.0024 0.0001 -0.0106
Si 0.0063 -0.0076 -0.0006
Si 0.0025 -0.0162 0.0015
Si 0.0058 0.0026 0.0016
Si -0.0162 0.0011 0.0008
Si -0.0012 0.0003 0.0078
Si -0.0008 0.0017 0.0057
Si 0.0039 -0.0062 0.0083
Si 0.002 0.018 -0.0016
Si -0.0092 -0.0003 0.0007
Si -0.0055 0.0072 -0.0071
Si 0.0113 0.0105 0.0021
Si 0.0088 -0.0073 0.0102
Si 0.0015 -0.0101 0.004
Si 0.0073 0.004 0.0045
Si 0.0069 -0.0017 0.0062
Si -0.0191 -0.017 0.0031
Si -0.0057 -0.0176 0.0003
Si -0.0011 0.0081 0.0067
Si 0.0001 0.0115 0.0016
Si 0.0169 -0.0019 0.002
Si -0.0018 0.0045 0.0087
Si 0.002 0.0066 0.0012
Si 0.0071 -0.0053 0.005
Si 0.0026 0.0122 0.0078
Si 0.0099 0.01 -0.0001
Si -0.0028 -0.0064 0.0036
Si -0.0037 -0.0013 0.0021
Si -0.0064 0.0028 -0.0004
Si -0.0018 0.0106 0.003
Si -0.0155 -0.0125 0.0114
Si -0.0113 -0.0073 -0.0026
Si 0.0085 0.0148 -0.0014
Si 0.0056 -0.0008 0.0045
Si -0.0149 -0.0199 -0.0005
Si 0.0091 -0.0032 0.0029
Si -0.0097 0.0022 -0.0017
Si 0.0214 0.0279 -0.0025
Si 0.0051 0.0079 0.0067
Si 0.0045 -0.0017 -0.0028
Si 0.015 0.0062 -0.0043
Si 0.0059 0.0121 -0.0018
Si -0.0065 -0.0091 0.0064
Si -0.0084 -0.0207 -0.0042
Si -0.0132 -0.0095 -0.0117
Si -0.0094 -0.0058 -0.005
Si 0.0063 -0.003 0.0032
Si 0.0082 -0.0072 0.0029
Si -0.0003 -0.0031 0.0066
Si -0.0025 0.0097 0.0008
Si -0.0045 0.0084 0.0023
Si 0.0112 -0.0092 0.001
Si 0.005 0.0003 0.0078
Si 0.0006 0.0034 0.0009
Si -0.0016 0.0028 0.0022
Si -0.0085 -0.0078 -0.003
Si -0.0119 0.0064 -0.0026
Si -0.0101 0.0173 0.0045
Si 0.0005 -0.0094 0.0036
Si 0.0016 -0.0027 -0.0031
Si 0 0.0018 -0.0011
Si 0.0023 -0.0138 0.0024
Si 0.0051 0.0011 0.0021
Si 0.0068 0.0004 0.0021
Si 0.0052 -0.0103 0.0006
Si 0.0037 -0.0048 0.0031
Si -0.0021 0.0128 0.0057
Si -0.0017 0.0071 -0.0031
Si -0.0013 0.0002 -0.0004
Si -0.0015 -0.0041 0.0034
Si -0.0085 0.0116 0.0092
Si 0.0014 0.0075 -0.0031
Si 0.0026 -0.0055 0.0019
Si 0.0065 -0.0115 -0.0037
Si 0.0024 -0.0001 0.0023
Si 0.0029 -0.0059 0.0066
Si -0.0055 -0.0039 0.0037
Si -0.0057 -0.0007 0.0059
Si 0.0019 0.004 0.0092
Si -0.0053 0.0044 0.0098
Si 0.003 -0.0029 0.0117
Si -0.0039 0.009 0.0041
Si -0.0005 -0.0013 0.0026
Si 0.0084 0.0011 0.0035
Si -0.0021 0.0039 -0.0034
Si 0.0043 -0.0013 0.0009
Si 0.0002 -0.0087 0.0005
Si 0.0017 0.0087 0.0092
Si -0.0081 -0.0105 0.0086
Si 0.0009 -0.0013 0.0004
Si -0.0047 -0.0051 0.0033
Si 0.0036 0.0086 0.0038
Si 0.0105 0.0022 0.0016
Si -0.0049 -0.0067 0.0012
Si 0.0002 0.0011 0.003
Si -0.0007 0.0051 0.0027
Si -0.0018 -0.0023 0.0015
Si 0.011 0.0059 0.0067
Si -0.0014 0.0025 0.0017
Si 0.002 0.0077 0.0025
Si -0.0007 -0.002 0.0025
Si 0.0006 -0.0057 0.0044
Si -0.013 -0.0052 0.0005
Si -0.0014 0.0047 0.0009
Si 0.0047 -0.0022 0.0024
Si -0.0005 0.0052 0.0022
Si -0.0003 0.0025 -0.0002
Si 0.0038 0.002 0.0009
Si -0.0055 -0.0051 0.003
Si 0.006 -0.0028 0.0013
Si -0.0019 0.0028 -0.0025
Si 0.0052 0.0066 -0.0003
Si -0.0024 -0.0057 -0.0056
Si -0.0005 0.0038 -0.0073
Si -0.0064 -0.0039 0.002
Si -0.0019 -0.001 -0.001
Si 0.0014 -0.0008 0.0013
Si -0.002 -0.0022 -0.0017
Si 0.0022 0.0011 0.0001
Si -0.0009 0.0028 0.0045
Si 0.0082 -0.002 0.0022
Si -0.0093 0 -0.002
Si -0.0033 -0.0013 -0.0006
Si 0.0072 -0.0007 0.0034
Si 0.0009 0.0024 0.0013
Si 0.0011 -0.0033 -0.0001
Si -0.0004 -0.0028 -0.0027
Si 0.002 -0.0054 -0.0022
Si -0.0025 0.0052 0.0027
Si 0.001 0.0055 -0.0008
Si 0.002 -0.008 -0.0004
Si 0.0081 -0.0046 0.0025
Si -0.0024 0.0041 -0.001
Si -0.006 0.0013 0.003
Si 0.0035 -0.0034 0.0009
Si 0.0002 -0.0016 0.0005
Si 0.0012 0.0051 0.0033
Si -0.0007 0.0036 0.004
Si -0.0015 0.0014 -0.0012
Si -0.0005 -0.0064 -0.0033
Si -0.0044 -0.0018 -0.0022
Si 0.0039 -0.0031 0.0033
Si 0.0007 0.0001 0.0029
Si 0.0006 0.001 0.0052
Si 0.0003 0.002 -0.0012
Si -0.0029 0.0046 0.0082
Si 0.0025 0.0015 0.0031
Si -0.0021 0.0027 0.0062
Si -0.0009 -0.0015 0.0023
Si 0.0045 -0.0028 0.0041
Si -0.0016 0.0027 0.0042
Si 0.0007 0.0017 0.0029
Si -0.0057 -0.0023 0.0041
Si -0.0035 0.0002 0.0017
Si 0.0009 0 -0.0006
Si 0.0016 -0.0012 -0.0007
Si -0.0046 -0.0019 -0.003
Si 0.0028 0.0021 0.0003
Si 0.003 0.0031 -0.0006
Si 0.0015 -0.0046 0.0016
Si 0.0004 -0.003 -0.0004
Si 0.001 0.0035 0.0028
Si 0.0051 0.0015 0.0031
Si 0.0029 -0.0031 -0.0022
Si -0.0035 0.0018 0.0032
Si -0.0008 -0.0071 0.0004
Si -0.002 0.0052 -0.0021
Si -0.0018 0.0028 -0.0002
Si -0.0019 0.0066 0.0019
Si 0.0053 -0.0019 0.0047
Si 0 -0.0024 0.0018
Si 0.0014 0.0016 0.0014
Si -0.0077 -0.0037 0.0033
Si 0.0019 -0.0043 -0.0018
Si 0.0014 0.0048 0.0022
Si 0.0041 0.0041 0.0021
Si 0.0003 0.0024 0.0038
Si -0.0044 0.0007 -0.0002
Si -0.0043 0.0021 0.0007
Si 0.002 -0.0013 -0.0012
Si 0.0011 -0.0035 -0.0003
Si 0.0025 -0.0059 -0.003
Si 0.0003 -0.0016 -0.0028
Si -0.0009 0.0019 -0.0016
Si -0.0023 -0.0023 -0.0013
Si -0.0067 0.0017 -0.0055
Si -0.0001 -0.0036 -0.0036
Si -0.0001 0.0011 0.0011
Si 0.0004 0.0028 -0.0031
Si 0.003 0.0017 -0.0028
Si -0.0029 -0.0008 0.0012
Si 0.0099 0.0076 -0.004
Si 0.0068 0.0015 0.0004
Si 0.0014 -0.006 -0.0019
Si -0.0035 -0.0083 0.0004
Si -0.0066 -0.0007 -0.0018
Si 0.0049 0.0066 -0.0008
Si -0.0018 -0.0042 0.0004
Si -0.0081 -0.0069 -0.0033
Si 0.0064 0.0053 -0.0055
Si -0.0005 -0.0025 -0.0015
Si 0.0019 0.0026 -0.0023
Si 0.0043 0.001 -0.0014
Si -0.0013 -0.0061 -0.0046
Si 0.0055 0.0015 -0.0016
Si -0.002 -0.0031 -0.0083
Si -0.0048 -0.0013 -0.0037
Si 0.0013 0.0033 -0.0028
Si 0.0011 -0.003 0
Si 0.0035 0.0046 -0.0028
Si -0.0017 -0.0012 -0.0028
Si -0.0037 -0.0058 -0.0036
Si -0.0029 -0.0004 -0.003
Si -0.001 -0.0036 -0.0028
Si 0.0059 0.0004 0.0014
Si 0.0032 0.0038 -0.0027
Si -0.0041 0.0043 -0.0019
Si -0.0019 0 -0.0026
Si -0.0005 0.001 -0.0047
Si 0.0032 0.0042 -0.0047
Si -0.0015 -0.0022 0.0011
Si 0.0014 0.001 -0.0003
Si -0.0037 0.0016 0.0012
Si -0.0028 -0.0004 0.0032
Si 0.0007 0.0037 0.0006
Si -0.0064 -0.0031 -0.0041
Si 0.0102 -0.0027 -0.0049
Si -0.0082 -0.0031 -0.0074
Si -0.0052 -0.0025 -0.0091
Si 0.0065 0.003 0.0024
Si -0.0007 0.0033 -0.0001
Si 0.0012 0.0057 -0.0046
Si 0.0006 -0.0094 -0.0025
Si 0.0005 0.0061 0.0004
Si 0.0007 0.0102 0.0005
Si -0.0079 0.0019 0.0006
Si 0.0001 -0.0071 -0.0022
Si 0.0083 -0.002 0.0001
Si -0.0013 -0.0082 0.0004
Si -0.0012 0.0055 -0.0044
Si -0.0022 0.0018 -0.0009
Si -0.0043 0.0126 -0.0032
Si 0.0066 -0.0088 -0.0032
Si 0.0003 -0.0032 0.0032
Si 0.0016 0.004 -0.0015
Si -0.0061 0.0021 0.0022
Si -0.0039 -0.0011 0.0001
Si 0.0047 -0.0001 0.005
Si -0.0006 0.0004 0.0041
Si 0.0024 -0.0017 0
Si 0.0037 -0.0055 -0.0029
Si -0.0022 0.0021 -0.0007
Si -0.0005 -0.003 0.002
Si 0.0037 0.0011 -0.009
Si 0.0001 -0.0041 -0.005
Si -0.003 0.0003 -0.0034
Si 0.0028 0.0021 0.0017
Si -0.0061 0.0008 -0.0074
Si 0.0051 -0.0031 -0.0082
Si 0.0006 -0.0051 -0.0072
Si -0.0029 -0.0023 -0.005
Si -0.0039 0.0099 0.0021
Si 0.0067 0.0102 -0.0059
Si -0.0017 -0.01 -0.0031
Si -0.0035 -0.0078 -0.0046
Si -0.0041 0.0049 -0.0048
Si -0.0008 -0.0113 0.0015
Si -0.0013 0.0036 -0.0035
Si -0.0027 -0.0023 0.0007
Si 0.0055 0.0004 -0.0015
Si 0.0082 -0.0054 -0.0066
Si 0.0074 0.0124 -0.0071
Si -0.0043 -0.0052 -0.0027
Si -0.0027 -0.0013 -0.0033
Si 0.0049 0.0092 0.0012
Si -0.006 -0.0013 -0.0017
Si -0.0011 0.0008 -0.0034
Si -0.0027 -0.0204 -0.0101
Si -0.0035 -0.0039 -0.0061
Si 0.0003 0.0031 -0.0043
Si -0.0084 -0.0118 -0.0013
Si -0.0009 0.0024 0.0029
Si 0.0004 0.0036 -0.0019
Si 0.0068 0.0095 -0.0052
Si -0.0001 0.0075 -0.009
Si -0.0034 0.0029 -0.0067
Si -0.0039 0.0011 -0.0057
Si 0.0045 -0.0015 0.0064
Si 0.0083 0.0087 0.0033
Si -0.0014 -0.0092 -0.0027
Si 0.0048 -0.0014 -0.0087
Si -0.0052 0.0022 0.0014
Si 0.0061 0.0015 -0.0046
Si 0.0079 0.0156 -0.0022
Si -0.0094 0.0083 0.002
Si 0.001 -0.0059 0.0011
Si -0.0048 -0.0098 -0.0018
Si -0.0033 -0.0021 -0.0005
Si 0.0064 -0.0183 -0.0143
Si -0.0071 0.0206 -0.0051
Si -0.0077 0.0111 -0.0033
Si 0.0075 -0.0138 -0.0019
Si -0.0016 0.0078 0.0064
Si -0.0001 -0.0078 -0.0144
Si -0.0109 0.0094 0.0013
Si -0.017 0.0185 -0.0026
Si -0.0016 -0.0001 0.0028
Si 0.0074 -0.0101 -0.0022
Si -0.0017 0.0148 0.0019
Si 0.0151 -0.0134 -0.0033
Si -0.0069 0.0032 -0.0012
Si 0.0044 -0.0116 -0.0023
Si 0.0041 -0.0054 -0.0001
Si -0.0023 0.0079 0.0054
Si -0.0014 -0.0005 0.0004
Si 0.0002 -0.0064 0.0017
Si 0.0027 0.0127 -0.0049
Si -0.0005 0.0047 0.0067
Si -0.0188 0.0258 0.001
Si 0.0037 -0.0143 -0.0003
Si 0.0067 -0.0142 0.0002
Si 0.0022 0.0017 -0.0027
Si 0.0167 -0.0032 0.0002
Si -0.0006 0.0058 0.0012
Si -0.0129 -0.0041 0.0022
Si -0.0017 -0.0045 -0.0126
Si 0.0015 -0.0128 -0.0059
Si 0.003 0.0046 0.0029
Si -0.0027 0.0035 -0.0052
Si 0.0141 -0.0198 -0.0101
Si 0.0034 -0.0065 -0.0216
Si -0.005 0.0008 0.0038
Si 0.0113 0.0085 0.0119
Si -0.0177 0.008 -0.0057
Si 0.0089 0.0105 -0.0023
Si -0.0042 -0.0091 0.0061
Si -0.0024 0.0139 0.0088
Si 0.0042 -0.0011 -0.0036
Si -0.0006 -0.018 0.0124
Si 0.0105 0.0116 -0.0074
Si -0.0063 -0.0074 0.0039
Si 0.0257 0.003 -0.0054
Si -0.0027 -0.0101 0.0059
Si -0.0136 0.008 -0.0052
Si -0.0106 -0.0163 -0.0005
Si -0.0004 -0.0054 0.0061
Si -0.0032 0.0044 0.0035
Si 0.0057 0.0136 0.0063
Si 0.0032 -0.0117 0.0005
Si -0.0025 -0.0021 0.0027
Si 0.0108 -0.0026 0.0027
Si -0.0051 -0.0076 0.0028
Si 0.0064 0.0021 0.013
Si -0.0121 -0.0085 -0.0008
Si 0.0067 0.0052 0.0009
Si 0.001 -0.0152 -0.0095
Si -0.0072 -0.0033 -0.0016
Si -0.0051 0.0037 -0.007
Si -0.0081 -0.0037 0.0016
Si -0.0097 -0.0042 0.0073
Si 0.0088 0.0096 0.0064
Si 0.0141 0.0108 0.0121
Si -0.0071 -0.0015 -0.0009
Si 0.0116 0.009 -0.0055
Si 0.0079 -0.0077 0.003
Si -0.0062 0.0129 0.0059
Si 0.0056 0.0199 0.0114
Si -0.0042 -0.0099 -0.002
Si -0.0241 -0.0082 0.0088
Si -0.0036 0.0053 -0.0036
O 0.305 -0.4369 -0.2119
O -0.1732 -0.2087 -0.4343
O 0.1698 -0.4776 0.449
O 0.0997 0.2106 0.0832
O -0.158 -0.1892 -0.3896
O 0.0764 -0.1636 0.3727
O 0.2463 -0.0856 0.2311
O 0.2244 0.0129 0.0212
O 0.1953 0.5715 0.0856
O 0.71 0.2478 -0.0565
O -0.0413 0.0765 0.6498
O 0.0724 -0.0461 0.1273
O -0.031 -0.138 0.4907
O -0.1289 -0.1855 0.2315
O -0.2054 0.0647 -0.424
O -0.0841 -0.1511 0.426
O 0.1151 -0.0446 0.4943
O 0.2388 -0.1003 0.2623
O -0.2536 -0.2572 -0.0312
O 0.2412 0.3285 0.0223
O -0.2598 0.0496 -0.1522
O 0.1248 0.4964 0.096
O -0.1036 0.0524 0.4174
O 0.2762 -0.2058 -0.1276
O 0.3391 -0.3995 0.363
O 0.3746 0.1021 0.5768
O -0.0089 -0.125 0.1812
O 0.0635 -0.0485 0.2797
O -0.2371 -0.2957 -0.4965
O 0.4626 -0.0031 -0.0253
O 0.1196 -0.3246 0.5679
O 0.4466 0.142 -0.3951
O -0.5012 -0.0626 -0.0161
O -0.5877 0.1337 -0.2469
O -0.0134 0.3445 0.0673
O -0.589 -0.4859 -0.1417
O -0.5498 0.3206 0.0679
O -0.1245 0.2169 -0.5642
O 0.2726 0.5021 -0.1143
O -0.2207 -0.0869 -0.1329
O 0.1682 0.4555 -0.2217
O -0.1034 -0.2179 -0.5279
O 0.1867 0.2436 -0.4141
O -0.1516 -0.2564 -0.3585
O -0.404 -0.1982 0.086
O 0.1429 0.4179 -0.183
O -0.0372 0.1059 -0.6092
O 0.0393 -0.2504 -0.0535
O 0.0289 -0.1502 -0.487
O -0.1274 0.1008 0.3128
O -0.3757 0.1636 0.3628
O 0.2516 -0.1882 0.5192
O -0.4866 -0.098 -0.2451
O -0.1723 -0.4465 -0.0246
O -0.1981 0.1257 0.4752
O 0.2358 0.0348 0.5827
O 0.3036 0.4136 -0.2806
O -0.0482 -0.4708 -0.3127
O -0.1233 0.1323 -0.2777
O -0.1647 0.1789 -0.1011
O -0.2468 -0.0236 -0.376
O 0.294 -0.2134 0.1629
O 0.1193 -0.1603 -0.007
O 0.128 -0.161 0.6238
O 0.5136 0.0251 -0.5368
O 0.5545 0.0843 0.2106
O 0.0479 -0.115 -0.2444
O 0.0044 -0.1456 -0.4887
O 0.1149 -0.0785 -0.5179
O -0.4617 0.1569 0.1929
O -0.1576 -0.0752 0.1466
O -0.2528 0.147 0.2595
O 0.2781 0.0419 -0.4696
O 0.322 0.0267 -0.4265
O 0.1249 0.1183 -0.0097
O -0.187 -0.0189 0.2115
O 0.0894 0.2019 0.043
O 0.0622 -0.1285 0.5664
O 0.4897 0.596 -0.0752
O -0.0832 0.0496 -0.3463
O 0.0983 0.12 0.1622
O 0.5485 0.1179 0.1186
O 0.0101 0.243 0.1099
O 0.0741 0.4097 -0.0105
O -0.1392 0.1582 -0.7742
O 0.3535 -0.2018 0.2819
O -0.2959 0.0674 0.3715
O 0.1712 0.1231 -0.378
O -0.1544 -0.0849 0.1869
O -0.1193 0.1082 0.2951
O 0.4704 -0.1547 -0.0523
O 0.0936 0.0635 -0.4259
O -0.5383 -0.141 0.4511
O -0.1745 -0.0666 -0.2013
O 0.0451 -0.0209 -0.3524
O -0.2241 0.3327 0.1124
O 0.0886 0.0941 -0.2986
O 0.1406 0.3129 0.3093
O 0.0722 0.1697 -0.224
O 0.4367 0.2158 -0.4443
O 0.169 -0.1473 -0.49
O 0.0981 -0.5732 -0.3176
O -0.2706 -0.3605 0.3698
O 0.483 -0.138 -0.0466
O 0.005 0.0764 0.3263
O -0.2235 0.265 -0.2778
O -0.7395 -0.1736 0.2957
O -0.2582 0.4386 -0.124
O 0.2162 -0.2396 0.0653
O 0.5947 -0.0255 0.2027
O -0.4012 -0.195 0.2518
O 0.0665 -0.3746 0.0433
O -0.0661 0.4442 -0.1532
O 0.257 0.1456 0.2678
O 0.1009 0.1098 -0.2703
O -0.0118 0.0666 -0.311
O 0.2954 -0.1458 -0.1132
O 0.4214 -0.3413 -0.0434
O 0.5328 0.3023 0.5198
O 0.4612 -0.14 0.5307
O 0.1317 0.4306 -0.3894
O -0.1927 -0.2982 -0.3133
O 0.0849 0.1478 0.6467
O -0.0089 -0.3275 0.0945
O -0.1308 0.1067 -0.5382
O -0.529 0.4585 0.0766
O -0.3222 0.1005 -0.062
O -0.0089 0.2179 0.0341
O -0.3702 -0.2728 0.0617
O 0.3481 0.292 0.4503
O 0.0969 0.167 0.5892
O -0.5743 0.1837 -0.0264
O -0.0045 -0.1039 0.5001
O -0.1535 0.2109 -0.403
O 0.3852 -0.0956 -0.023
O 0.1572 -0.024 0.5822
O -0.2393 -0.3987 0.4507
O -0.0683 -0.0133 0.04
O -0.063 -0.4193 -0.476
O 0.1165 -0.2085 -0.1566
O -0.1197 -0.1762 -0.2485
O -0.2997 -0.1016 -0.6283
O -0.2353 0.2107 0.043
O -0.1929 0.315 0.7312
O 0.1602 0.1366 -0.222
O -0.196 -0.188 -0.4895
O -0.17 -0.1208 0.3999
O 0.0311 0.054 -0.4901
O 0.0912 0.0997 0.4003
O -0.1209 -0.0649 0.564
O -0.0097 -0.4385 -0.141
O -0.3098 0.3744 0.3894
O -0.3093 0.0645 -0.2963
O 0.0267 -0.1377 -0.3786
O -0.0914 -0.211 0.3763
O -0.1866 0.6048 -0.0226
O -0.2518 0.0213 -0.0695
O 0.0755 0.4503 -0.3551
O 0.0411 0.0357 0.2799
O -0.2538 0.2708 0.2304
O 0.0754 -0.172 -0.0842
O 0.3735 0.0207 -0.2938
O -0.2266 0.0521 0.3076
O -0.178 -0.077 0.1248
O -0.1269 0.1559 -0.7566
O -0.0693 -0.1989 -0.2191
O -0.4735 -0.2194 0.0213
O -0.0257 0.3613 0.4284
O -0.0261 -0.2917 -0.5921
O 0.262 0.4641 0.3102
O -0.2995 0.0969 -0.3528
O 0.2899 0.0005 -0.3347
O -0.1025 0.0592 0.4249
O 0.3366 0.2959 -0.4702
O 0.3177 0.1363 -0.3714
O 0.2141 0.4145 0.1937
O 0.1491 0.412 -0.4099
O -0.1667 -0.0505 0.2505
O 0.2649 -0.0505 0.3797
O 0.517 0.2971 0.0661
O 0.1985 -0.1129 0.4461
O -0.6019 0.0039 0.2233
O -0.1563 -0.7221 0.1463
O 0.3431 -0.3514 -0.0325
O 0.0522 0.6197 0.1556
O -0.3493 0.1153 0.5027
O 0.4108 -0.1044 -0.4153
O 0.2616 -0.1283 -0.0814
O -0.1512 -0.5773 0.1928
O 0.3167 -0.1051 0.0329
O 0.281 -0.1256 0.1206
O 0.1396 -0.2197 0.2205
O 0.1087 0.3755 -0.0106
O -0.0815 0.6498 0.014
O -0.0224 -0.1341 -0.0521
O -0.2219 -0.1007 0.2199
O -0.0917 -0.2263 0.0426
O 0.4796 0.0938 -0.0326
O -0.2885 0.1638 -0.8069
O -0.0265 0.5217 -0.0411
O -0.1481 0.2986 -0.3276
O 0.4175 -0.3601 0.3298
O -0.3395 0.0017 0.1923
O 0.0636 0.0061 -0.1059
O 0.0621 -0.5842 0.3333
O 0.1221 0.26 0.5244
O -0.0635 0.1649 -0.4916
O 0.4674 -0.2061 0.0859
O -0.0282 -0.1967 0.0428
O 0.0367 -0.0148 -0.0681
O 0.177 -0.179 -0.4237
O -0.3909 0.4992 -0.2903
O -0.0147 -0.0195 0.3283
O 0.0147 -0.1609 0.2661
O 0.0311 0.0174 -0.0562
O -0.2682 -0.2862 0.1974
O -0.3908 -0.0255 -0.2193
O 0.4203 -0.6286 0.1303
O -0.3376 -0.2228 0.0894
O -0.1361 -0.0141 -0.2032
O 0.1021 0.1584 -0.8164
O -0.2765 0.324 -0.0122
O -0.132 0.2286 0.0011
O -0.0824 -0.1408 -0.373
O 0.3991 -0.2922 0.0253
O 0.4589 0.2162 -0.1374
O -0.5445 -0.0726 -0.2089
O 0.0109 0.0913 -0.2851
O 0.5766 -0.0501 -0.3643
O 0.0679 -0.231 0.1044
O -0.0121 -0.0595 0.1081
O 0.3182 0.2197 0.1891
O 0.0836 -0.0916 -0.0214
O 0.3758 -0.3022 0.1876
O 0.2981 -0.4706 0.5926
O -0.1658 -0.2144 0.154
O -0.1414 0.1095 -0.3066
O -0.2489 0.024 0.1321
O 0.3963 0.0182 -0.3872
O -0.1152 -0.2633 0.2144
O -0.2777 0.3007 0.3573
O -0.2699 -0.1091 0.0734
O -0.0237 -0.5886 0.2013
O -0.435 -0.0191 -0.3621
O -0.1822 -0.1306 0.5516
O 0.3125 0.1708 -0.288
O -0.5755 -0.5015 0.2219
O -0.3362 -0.0278 -0.3239
O 0.4796 -0.2153 0.2156
O 0.2084 0.4382 -0.039
O -0.1179 -0.1755 0.5034
O 0.44 0.0847 0.1068
O -0.0506 0.3744 -0.362
O 0.1833 -0.2607 -0.1479
O 0.0303 -0.2331 -0.2058
O 0.0644 -0.0975 0.2488
O -0.3966 0.2783 -0.0676
O -0.3955 -0.1804 0.2478
O -0.1133 0.309 0.3325
O 0.0963 0.1117 0.5388
O -0.0024 -0.0528 0.1745
O 0.8748 -0.0795 0.1692
O -0.0011 -0.0569 -0.0248
O -0.2932 0.5924 0.107
O 0.2505 -0.3608 0.3945
O 0.4785 -0.4075 -0.169
O 0.156 0.1333 -0.2144
O -0.0995 -0.3611 -0.3929
O -0.134 -0.4233 0.225
O 0.3437 0.2809 -0.0895
O -0.0846 -0.1561 0.0918
O -0.422 0.5305 0.2908
O 0.373 -0.1878 -0.1581
O 0.1355 0.5239 -0.4028
O -0.3772 0.1025 -0.0912
O 0.5641 -0.2056 -0.2791
O 0.265 0.481 -0.5461
O 0.0001 0.1731 -0.0961
O -0.5316 0.3434 0.072
O -0.187 -0.0508 -0.2284
O -0.7505 -0.0105 -0.3455
O -0.4329 -0.4647 0.3554
O -0.2785 0.1586 0.5077
O -0.0161 0.0512 0.2969
O 0.1794 -0.5337 -0.0195
O 0.0402 0.2471 0.6159
O -0.1651 -0.1814 -0.3038
O 0.5264 0.3461 0.0926
